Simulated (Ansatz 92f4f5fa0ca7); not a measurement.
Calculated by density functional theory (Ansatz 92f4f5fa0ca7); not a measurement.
Periodic cell of 130 atoms, Si86O44, from a study of silicon, its oxide and their interface. The atomic structure is a simulated model.

Settings: functional r2SCAN; potential files Ansatz norm-conserving; basis plane waves; wave-function cutoff 1300 eV; density cutoff ratio 4; exchange-correlation grid ratio 1; k mesh 2 x 2 x 1, shifted by 0.5 0.5 0.5 of a step; self-consistency stop 5e-08 eV per atom in the density residual; occupations Fermi-Dirac, 0.05 eV; spin none; net charge 0.

Cell vectors (angstrom)
a, 10.88, 0, 0
b, 0, 10.88, 0
c, 0, 0, 19.2514

Atoms and the computed forces on them: element, x, y, z (angstrom), force x, y, z (eV/angstrom)
Si, 0.6802, -0.7169, -0.0107, 1.5079, -1.3935, 3.9748
Si, 3.3569, 2.6691, -0.2852, -3.7988, -2.816, -0.4136
Si, -0.2897, 5.9797, 0.0311, 2.1891, -2.1436, 0.1525
Si, 2.4091, 8.2096, 0.1724, -3.6358, 1.0164, 0.034
Si, 5.1935, -0.2079, -0.1598, -2.934, 3.7134, 2.0359
Si, 8.2553, 2.2603, -0.0995, 0.7995, -0.0941, -0.7674
Si, 5.1867, 5.6039, -0.0517, 0.6118, 0.322, -1.5817
Si, 8.2827, 8.3328, 0.0925, 3.9827, -0.1581, -0.03
Si, 1.2156, 1.0846, 1.369, -0.5801, 2.6255, -2.2671
Si, 4.2311, 3.9363, 1.5226, 1.0933, 0.1694, -2.053
Si, 1.3224, 6.7177, 1.7371, -0.4429, 0.7511, -1.7159
Si, 3.9161, 9.3182, 1.3594, 1.2457, 0.8979, -0.4129
Si, 6.6683, 1.2137, 1.2359, -1.6213, 0.7166, -1.3659
Si, 9.2791, 4.1305, 1.141, 0.4141, 0.529, -0.2725
Si, 6.7132, 6.9885, 1.1694, -0.4111, -0.9872, -0.8173
Si, 9.691, 9.6011, 1.5217, -1.0336, -0.1306, -0.4855
Si, -0.3133, 2.6541, 2.522, 1.424, -0.0428, -0.3122
Si, 2.6751, -0.0282, 2.6993, 0.1481, 0.0984, 0.9211
Si, -0.038, 8.2031, 2.8959, -0.1918, -0.2896, 0.591
Si, 3.0859, 5.5639, 2.6517, -1.8964, -0.9645, 0.652
Si, 5.6337, 2.6474, 2.8434, -0.6448, -0.2165, -0.7929
Si, 7.8136, -0.07, 2.5522, 4.7892, 0.6746, 0.5332
Si, 5.417, 8.0961, 2.5692, 0.2716, 1.4678, 1.4306
Si, 8.013, 5.7637, 2.7415, 1.2178, -1.1024, -0.9269
Si, 1.4089, 3.9941, 3.6575, -0.2885, 0.865, -0.0759
Si, 3.9974, 1.4534, 4.0374, 0.3477, -1.0641, 1.0046
Si, 1.1381, 9.6571, 4.1836, 2.1412, -0.1926, 0.7224
Si, 4.203, 6.969, 4.1186, 0.3769, -2.2662, 0.2108
Si, 6.9733, 4.1225, 4.0171, -0.9714, 0.2135, 0.9854
Si, 9.3899, 1.3448, 3.9848, -0.7596, -1.0739, 1.0801
Si, 6.8382, 9.5013, 3.9439, -1.9759, -1.1466, 2.194
Si, 9.4798, 6.9434, 4.2778, -0.2577, -0.9788, -0.5828
Si, -0.0588, 0.0239, 5.7744, -1.6674, -0.2397, -1.8348
Si, 2.5123, 2.8668, 5.2991, 0.0049, -1.8743, 1.2532
Si, 0.0714, 5.257, 5.1344, -1.082, 0.0328, 0.1604
Si, 2.6945, 8.0706, 5.3842, -1.505, 0.8905, -0.1588
Si, 5.3249, -0.1069, 5.4641, 0.7325, 0.8607, -0.5555
Si, 8.0373, 2.573, 5.4403, 0.7355, 0.2621, -0.2272
Si, 5.377, 5.2431, 5.4616, -0.7976, 0.1851, -0.6102
Si, 8.0042, 8.1971, 5.6081, -0.5642, -0.5279, -1.1472
Si, 1.259, 1.3937, 7.0128, 1.3815, 0.9184, -1.0547
Si, 3.9076, 3.8589, 6.895, 1.3548, 1.2375, -0.1946
Si, 1.1546, 6.7042, 6.5376, 1.9979, 0.7753, 1.9975
Si, 4.0618, 9.3311, 6.7586, -0.6118, 0.738, 1.4258
Si, 6.6962, 1.3393, 6.9427, -0.2682, -0.3161, -0.9624
Si, 9.5859, 3.9073, 6.5247, -0.2482, 0.6048, 2.4975
Si, 6.4808, 6.7928, 6.727, 0.9588, 0.2332, 2.0386
Si, 9.3636, 9.3673, 6.9695, 0.2928, 2.3768, 0.702
Si, 0.1223, 2.6246, 8.556, -0.5438, 1.1657, -1.915
Si, 2.7611, 0.0142, 8.1056, 0.8214, -0.0485, 0.6281
Si, 0.2222, 8.4301, 8.1326, -0.9865, -3.227, -0.756
Si, 2.8202, 5.554, 8.1462, -2.6063, -0.8112, -1.1828
Si, 5.4842, 2.6937, 8.3708, -1.0194, 0.0134, -1.7929
Si, 8.0783, 0.1146, 8.3609, 0.3983, -1.5374, -1.2553
Si, 5.2127, 8.1862, 8.5069, 0.8781, -0.0113, -0.7558
Si, 8.0766, 5.5371, 8.0492, 1.5158, 0.6383, -0.9805
Si, 1.5006, 4.1356, 9.6442, 1.7379, 0.3556, -0.3715
Si, 4.3379, 1.204, 9.6215, -0.9688, -0.1835, 1.665
Si, 1.2938, 9.7495, 9.5791, 2.2653, -0.1178, 0.6226
Si, 3.7892, 6.784, 9.7856, 1.072, 0.2144, 0.2847
Si, 6.7818, 4.2199, 9.4266, 0.9359, 0.1182, -0.087
Si, 9.5159, 1.3153, 9.6295, 0.6874, -0.5259, 0.9115
Si, 6.7858, 9.6902, 9.8124, 0.5827, -1.613, -0.0061
Si, 9.6914, 6.94, 9.4645, -1.8655, 0.0839, -1.5852
Si, -0.2768, -0.3183, 11.0943, 0.0998, 0.1607, -1.4495
Si, 3.1944, 2.994, 10.8979, 0.0143, -0.8345, -2.1055
Si, -0.7773, 5.2903, 10.9607, -0.9674, 1.9449, 2.2909
Si, 2.7067, 8.2613, 11.2693, -2.3509, 0.3822, -0.0214
Si, 6.2763, 0.3196, 11.3857, -2.6685, 0.2189, -1.9294
Si, 8.1441, 2.7764, 10.6341, 1.348, 1.1374, 1.1357
Si, 5.227, 5.1893, 10.7456, -0.0319, 0.8401, 2.4497
Si, 8.4719, 8.3769, 10.9648, 0.8577, -1.8341, 0.9015
Si, 2.1428, 2.9955, 13.7804, -1.2418, -0.6092, 2.4379
Si, 1.3088, 10.9308, 13.7819, 3.2035, 2.9043, -2.9772
Si, 7.879, 4.2559, 14.6288, 1.8075, -4.04, -0.0109
Si, 9.3633, 6.3775, 12.9243, -1.4671, -1.572, -3.545
Si, -4.6163, 5.2862, 16.1919, -2.6247, 1.5316, 4.465
Si, 4.274, 10.0353, 13.5195, -0.5136, 0.7665, -2.6019
Si, 4.2005, 2.8344, 16.0709, -0.2595, 1.8185, 3.1994
Si, 7.9997, 1.8021, 16.154, 1.7992, -0.0191, -0.189
Si, 5.4668, 10.9735, 16.0915, 0.9369, 5.0711, -0.302
Si, 5.4179, 5.4486, 13.7703, -0.5519, -0.6128, -4.1718
Si, 2.5444, 5.6796, 14.6128, -1.5358, -1.9066, 2.8186
Si, 2.4614, 6.259, 17.6233, -1.7858, -3.5551, -0.0901
Si, 9.4132, -0.2189, 17.6755, 0.5955, 1.8697, -0.0805
Si, 11.667, -2.9268, 13.5441, 1.9473, 1.1396, 2.9738
O, -2.3628, -1.478, -1.1849, -1.4988, -1.5582, -0.2272
O, 1.6389, 2.3573, 0.2557, 2.7242, -0.0692, 0.0893
O, 3.269, 3.3237, -1.8491, 0.8695, -1.4156, 1.2298
O, 3.7975, 1.0157, -0.3913, 2.135, 0.3113, 0.7357
O, 0.8778, 5.5044, -1.1625, 1.2211, 1.421, 0.0003
O, -1.4004, 7.0979, -0.2324, -1.1364, 0.8348, -0.7931
O, 2.0776, 7.7763, -1.4222, 0.8104, 1.7634, -0.0324
O, 5.6602, -0.4363, -1.6683, 0.9184, -1.1553, -0.8741
O, 9.2236, 0.9133, -0.3653, -0.2742, 0.4323, -0.3357
O, 7.9124, 2.6467, -1.6886, -0.7906, -1.0195, 0.3349
O, 5.9271, 5.8388, -1.5801, 0.1902, 0.1763, 1.2878
O, 3.6812, 6.1031, -0.5537, -0.387, -0.0113, 0.6979
O, 6.8257, 0.9959, -3.8055, -4.7162, -1.5409, 1.1546
O, 10.2326, 7.3827, -5.5557, 0.4707, 1.833, 2.8316
O, -1.1132, -1.6132, 11.6279, -1.1372, 0.9035, -0.3686
O, 0.1567, -0.5336, 17.7728, -2.1147, 0.3648, -2.9192
O, 2.3355, 2.7673, 12.2276, -0.3721, -0.3153, 1.0991
O, 0.7757, 5.1305, 10.7378, 2.2299, -0.9973, -0.0766
O, -2.1166, 5.2098, 13.82, 1.3662, 1.3169, -0.3946
O, 1.2394, 7.7844, 12.0547, 2.0721, 0.7882, -2.1693
O, 3.6483, 8.6765, 12.5532, 1.9713, 1.7071, 1.4717
O, 5.6229, -0.1259, 12.7691, -1.6544, -1.0661, 1.1114
O, 7.2691, 1.5504, 11.4131, 0.8254, 1.8525, 1.0532
O, 9.4051, 3.9171, 11.4048, -2.9446, -3.3351, -1.3369
O, 4.4844, 3.8675, 11.3731, -0.4769, -0.1565, -0.4182
O, 5.7388, 5.7837, 12.2141, 0.3598, 1.2931, -0.5362
O, 8.1868, 7.349, 12.3188, -0.9153, 1.2852, -1.4812
O, 11.8669, 9.4897, 14.387, -0.915, -1.3626, -1.0082
O, 4.9129, -0.9008, 15.0434, -1.3164, -2.847, -2.4041
O, 5.4722, 3.8961, 16.251, -1.836, -2.6778, -1.4025
O, 4.2652, 12.1332, 16.1959, 2.123, -1.246, -0.0222
O, 3.51, 13.9549, 14.6949, -0.9126, 0.6054, -2.2288
O, 14.6298, 5.6245, 13.6443, 3.6188, -1.0523, -0.6585
O, 8.6271, 2.8304, 15.0872, -0.8122, 0.6162, -1.5169
O, 11.722, 10.9928, 12.1614, -0.9847, 0.4139, 2.3038
O, -9.4177, 4.4945, 14.1586, 1.1873, -1.6467, 0.0175
O, -5.1289, 6.396, 15.0523, 1.0765, -1.6961, 0.192
O, 3.1135, 5.6701, 16.2299, -1.9759, 0.7975, -1.2309
O, 1.7597, 6.9824, 14.4027, -1.2022, 2.8658, 0.318
O, 6.5273, -6.8151, 13.7233, -1.739, 1.4762, 1.9659
O, 8.925, 0.453, 16.2605, 1.8854, -0.508, 2.0068
O, 12.216, 1.6207, 14.3785, -0.9802, -0.2809, -0.3901
O, 2.9644, 11.0054, 13.3548, 1.1137, -1.4304, 1.4989
O, -3.129, 4.8137, 16.1212, 0.5779, 1.8552, -0.1802

Results
free energy: -30539.435 eV
free energy less fixed offsets of O -463.61, Si -117.95 eV per atom: 3.105 eV
pressure: -0.79 GPa
stress xx, yy, zz, yz, xz, xy (GPa, positive in tension): 0.25, 1.01, 1.12, 0.17, 0.19, 0.19
